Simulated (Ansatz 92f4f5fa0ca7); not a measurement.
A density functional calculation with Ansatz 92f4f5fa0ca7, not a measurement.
Periodic cell of 208 atoms, Si128O80, from a study of silicon, its oxide and their interface. The atomic structure is a simulated model.
This geometry differs little from another in the collection (a relaxation step or a small displacement).

Settings: functional r2SCAN; potential files Ansatz PAW; basis plane waves; wave-function cutoff 800 eV; density cutoff ratio 5; exchange-correlation grid ratio 1; k mesh 1 x 1 x 1, shifted by 0.5 0.5 0 of a step; self-consistency stop 1e-10 eV per atom in the density residual; occupations fixed; spin none; net charge 0.

Cell vectors (angstrom)
a	10.88	0	0
b	0	10.88	0
c	0.4662	0.8337	30.4995

Atoms and the computed forces on them: element, x, y, z (angstrom), force x, y, z (eV/angstrom)
Si	1.6556	-1.6443	0.0027	-0.0004	0.0004	-0.0015
Si	4.3684	1.0241	-0.0065	0.0011	-0.0004	-0.0004
Si	1.0616	4.3585	0.1037	0.0001	-0.0001	-0.0006
Si	3.9727	-3.7885	0.0764	-0.0003	0.0003	-0.0028
Si	-4.1056	-1.0823	0.1318	-0.0011	0.0017	-0.0009
Si	-1.7573	1.6676	0.0854	-0.0001	0.0001	-0.0014
Si	6.919	3.9047	0.1659	0.0001	0	-0.0022
Si	-1.2036	-4.3718	0.2271	-0.0001	0.0005	-0.001
Si	2.7116	-0.009	1.3045	0.0003	0.0007	-0.0006
Si	5.3884	2.6627	1.3858	0.0002	-0.0001	-0.0012
Si	2.7418	-5.4006	1.3205	0.0003	0.0001	-0.0007
Si	5.5717	-2.711	1.3754	0.0003	0.0007	-0.0001
Si	-2.7075	0.0997	1.545	0.0002	0.0004	0
Si	-0.0384	2.709	1.327	-0.0002	0.0004	0.0001
Si	8.1225	5.3889	1.5226	-0.0002	0.0002	0
Si	0.0185	-2.7159	1.3443	-0.0003	0.0009	0.0001
Si	1.3461	1.3491	2.664	0	0.0003	0
Si	4.0468	4.0781	2.6901	-0.0006	0.0009	0
Si	1.3804	-4.0692	2.7344	0.0001	0.0005	-0.001
Si	4.1288	-1.3421	2.7043	0.0003	0.0002	-0.0009
Si	6.743	1.3852	2.8533	0.0002	0.0007	-0.0002
Si	9.5087	4.0105	2.8052	0.0003	0.0002	-0.0008
Si	6.8051	6.802	2.8015	-0.0002	0.0006	-0.0001
Si	-1.3142	-1.3459	2.7359	0.0001	0	-0.0006
Si	0.0279	0.0058	4.0901	0.0001	0.0004	0
Si	2.6918	2.719	4.0487	0.0001	0.0002	-0.0006
Si	0.0129	5.4285	4.0831	0.0002	0.0002	-0.0006
Si	2.7554	-2.7111	4.0672	0.0001	0.0001	-0.0006
Si	5.4099	-0.0088	4.1456	-0.0003	-0.0003	-0.0002
Si	8.1427	2.7092	4.1762	0	0.0005	0.0001
Si	5.4133	5.4218	4.0877	0	0.0006	-0.0002
Si	8.1836	-2.6984	4.1006	-0.0004	0.0005	0
Si	1.356	-1.3706	10.908	0.0001	0.0005	0
Si	4.059	1.3585	10.8946	-0.0001	-0.0001	0.0001
Si	1.3218	4.0507	10.823	0	0.0001	-0.0002
Si	4.0947	-4.0797	10.8215	0.0003	0.0003	-0.0001
Si	6.8307	-1.3368	10.8478	-0.0003	0	-0.0011
Si	-1.3422	1.3393	10.8269	0	0.0004	-0.0004
Si	6.8143	4.0891	10.8843	-0.0004	0.0004	-0.0002
Si	-1.3642	6.8235	10.9123	0.0001	0.0002	0
Si	2.6916	0.0053	12.2733	-0.0001	0.0002	-0.001
Si	5.454	2.7152	12.2177	0.0002	0.0002	-0.0002
Si	2.6892	5.4287	12.1041	-0.0001	-0.0001	-0.0009
Si	5.4822	-2.724	12.1557	-0.0002	0.0002	0
Si	-2.6844	0.0225	12.2108	-0.0002	0.0004	-0.0003
Si	-0.0034	2.6688	12.2039	0	-0.0001	-0.0004
Si	8.1661	5.4514	12.263	0.0001	0.0004	-0.0003
Si	-0.0225	-2.6919	12.3017	-0.0001	0.0002	-0.0007
Si	1.3125	1.3333	13.6731	0	0.0001	0.0001
Si	4.0389	4.085	13.4661	-0.0001	0	0.0006
Si	1.3653	-4.129	13.5307	-0.0004	0.0002	-0.0008
Si	4.1448	-1.35	13.5089	-0.0002	0.0002	-0.0008
Si	-4.0255	1.4015	13.5728	0.0001	0.0006	0.0005
Si	-1.3626	4.0336	13.5579	-0.0007	0.0001	0.0004
Si	6.8042	-4.0556	13.6029	0	0	-0.0008
Si	-1.3755	-1.2985	13.6815	-0.0001	-0.0001	0.0004
Si	-0.3499	0.3424	15.0716	-0.0002	-0.0003	0.0014
Si	2.5546	2.9219	14.8574	0.0003	0.0006	-0.0001
Si	0.2911	-5.7986	14.8037	-0.0007	0.0008	0.0014
Si	2.995	-2.961	14.7132	-0.0009	0.0005	0.0013
Si	5.7313	-0.2086	14.8187	-0.0002	0.0007	0.0012
Si	-2.5607	2.609	15.0034	-0.0004	0.0003	0.0017
Si	5.1352	5.6691	14.7677	-0.0001	-0.0001	-0.0002
Si	-2.9792	-2.457	14.9501	0.0004	0.0004	0
Si	0.1661	-5.052	17.657	0	-0.0002	0.0007
Si	0.5108	-1.5932	-2.8294	0.0002	0.0005	-0.0007
Si	7.2601	4.4689	21.8213	0.0001	0.0003	-0.0015
Si	6.8341	-4.6412	19.4056	-0.0004	-0.0012	-0.0013
Si	-0.1741	0.5235	-7.2658	-0.0001	0.0009	-0.0005
Si	3.9226	0.2068	19.7599	-0.0004	0.0001	-0.0004
Si	2.2677	4.1571	-2.6579	0.0002	0.0001	-0.0008
Si	-1.9858	-2.9613	17.9068	0.0001	-0.0002	-0.0009
Si	1.8406	-0.3188	-5.1568	0.0001	0.0009	-0.0002
Si	8.0328	0.2035	-2.2147	-0.0001	0.0004	-0.0016
Si	4.4335	-1.5312	-4.7365	-0.0003	0.0004	0
Si	0.0178	-0.7381	18.0356	-0.0004	0.0002	-0.0001
Si	6.4087	3.9788	17.1445	0.0003	0.0002	-0.0003
Si	5.1421	0.9833	-2.8788	-0.0002	0.0004	-0.0006
Si	6.4183	-3.8575	-4.1481	-0.0002	0.0005	-0.0007
Si	5.1766	5.3073	-2.0923	0.0003	0.0001	-0.0002
Si	8.1513	-3.0709	-6.4023	0.0002	0.0008	-0.0002
Si	-1.9012	-3.34	-2.5548	-0.0001	0.0017	0.0001
Si	-1.1631	3.3561	-7.841	-0.0003	0.0002	-0.0005
Si	4.1163	3.5715	-7.4211	0.0002	0.0007	-0.0005
Si	1.0319	1.0456	20.3344	-0.0002	0.0004	0.0001
Si	2.5097	-4.5943	21.5393	-0.0005	0.0002	-0.0004
Si	4.4086	1.6206	17.0633	-0.0001	-0.0004	0
Si	5.6478	2.0861	21.5642	0	0.0006	-0.0009
Si	2.1806	-2.8168	17.5266	0.0004	0	-0.0006
Si	3.3939	2.383	-4.6945	0.0002	0.0009	-0.001
Si	4.2312	-2.858	19.7039	-0.0005	0.0005	-0.0006
Si	-0.2613	-4.826	-6.8969	-0.0003	-0.0003	-0.001
Si	0.5067	-4.3614	-3.905	0	0.0009	0.0074
Si	6.3001	-0.8495	-6.9116	-0.0002	0.0007	-0.0004
Si	-2.3288	-0.4693	-5.198	0.0003	0.0011	-0.0003
Si	0.8438	4.1825	20.0518	-0.0001	0.0002	-0.0003
Si	1.3924	-1.3592	5.4312	-0.0001	0.0006	-0.0002
Si	4.0493	1.376	5.4442	-0.0001	0.0002	0.0003
Si	1.3582	4.0706	5.446	0.0002	0.0003	-0.0003
Si	4.0746	6.7941	5.4498	0	0.0002	-0.0002
Si	6.8056	-1.3608	5.4691	0.0001	0.0004	-0.0004
Si	-1.354	1.3367	5.4758	0.0001	0.0002	-0.0006
Si	6.7824	4.0984	5.4729	-0.0001	0.0004	-0.0006
Si	9.5359	-4.0813	5.4358	-0.0001	0.0004	-0.0001
Si	2.7193	0.0052	6.8015	0.0002	0.0004	-0.0005
Si	5.4247	2.7209	6.8032	0	0.0001	-0.0006
Si	2.7157	5.434	6.8077	0.0001	0.0002	-0.0007
Si	5.4429	-2.731	6.8109	0.0001	0.0003	-0.0006
Si	-2.7179	-0.0108	6.8341	-0.0001	0.0004	-0.0006
Si	-0.0005	2.7191	6.8154	-0.0001	0.0001	-0.0006
Si	8.1579	-5.4198	6.7984	-0.0001	0	-0.0004
Si	0.0214	-2.7235	6.7815	0	0	-0.0004
Si	1.3629	1.3468	8.1572	0	0.0004	-0.0001
Si	4.0788	4.0756	8.16	0.0001	0.0001	0
Si	1.3555	6.799	8.1611	-0.0001	0.0005	0
Si	4.0798	-1.353	8.1546	-0.0002	0.0001	-0.0001
Si	6.7877	1.3687	8.1661	-0.0002	0.0003	0.0001
Si	-1.3737	4.0934	8.1508	0	0.0003	-0.0001
Si	6.8116	-4.0746	8.166	-0.0001	0.0005	-0.0001
Si	-1.3379	-1.3813	8.1508	-0.0001	0.0004	0.0001
Si	0.0187	-0.0266	9.5063	0	0	-0.0005
Si	2.7185	2.7083	9.5053	0	0.0002	-0.0006
Si	-0.0276	5.4556	9.5175	-0.0002	0.0001	-0.0007
Si	2.7152	-2.7101	9.5114	-0.0001	0.0003	-0.0007
Si	5.4279	0.0061	9.5242	0.0001	0.0004	-0.0007
Si	8.1622	2.7277	9.5131	-0.0001	0.0001	-0.0007
Si	5.4571	5.4281	9.5011	-0.0001	-0.0002	-0.0004
Si	8.1783	-2.7167	9.5154	-0.0002	0.0001	-0.0006
O	0.4824	-4.4207	-5.5214	0.0001	0.0004	0.0025
O	-0.8378	4.5527	-6.8145	-0.0003	0.0009	-0.0003
O	4.0568	2.0788	-8.0885	-0.0005	0.0004	-0.0003
O	2.3343	-2.249	16.0248	-0.0004	-0.0008	-0.0013
O	8.1065	2.8901	-0.2911	0	0.0009	-0.0003
O	3.2278	2.3419	16.2265	-0.0008	0.0008	-0.0016
O	7.6824	3.3223	16.3503	0	-0.0001	-0.0015
O	1.4487	4.0369	15.3136	0.0007	-0.0002	-0.0021
O	1.6044	3.6728	-1.2705	-0.0007	0.0007	0.0008
O	1.0987	-0.2108	-6.5907	0.0002	0.001	-0.0008
O	2.4548	0.278	20.4403	-0.0005	0.0006	-0.0015
O	0.1741	-0.2074	16.5143	-0.0006	0.0008	-0.0015
O	0.3266	4.5011	18.5548	0	0.0006	-0.0003
O	-0.4371	-5.3676	16.1965	0.0006	0.0009	-0.001
O	-2.3572	-3.0674	16.3321	-0.0006	-0.0003	-0.0018
O	-1.0407	-1.961	-2.532	0	0	-0.0007
O	-1.4231	-1.4724	18.2195	0.0001	-0.0002	0.0001
O	6.1998	4.4522	-1.1887	-0.001	0.0005	-0.001
O	1.1539	-2.9876	-3.3452	-0.0003	0.0008	-0.0005
O	2.813	-2.7355	-0.3892	0.0003	0	-0.0006
O	-2.0823	-3.8403	-1.0337	-0.0001	0.0006	-0.0015
O	4.7638	-4.2315	-1.2838	0.0006	0.0006	0.0015
O	5.4066	-3.9684	19.7793	-0.0006	0.0001	-0.0007
O	-0.0586	-5.4048	-0.344	0.0002	0.0008	0.0014
O	2.7881	0.9769	-5.163	0.0005	0.0005	-0.0007
O	3.1168	4.6646	-8.0508	-0.0002	-0.0001	0
O	7.5226	-5.2031	20.7711	-0.0003	-0.0002	0
O	3.6225	-2.9065	18.2139	-0.0003	-0.0005	-0.0013
O	3.8069	4.5293	-2.3798	0.0003	0.0022	-0.0002
O	4.1475	1.3205	-1.6111	-0.0001	0.0008	0.0003
O	-1.0373	-4.437	-3.3932	-0.0001	0.0012	0.0008
O	4.5665	-1.2792	19.948	-0.0004	0.0001	0.0005
O	-2.215	0.0162	-3.6854	0.0005	0.0004	-0.0004
O	1.2979	2.6334	20.1177	-0.0006	0.0002	0
O	7.222	-2.1271	-7.3697	0.0002	0.0004	-0.001
O	5.6271	4.9286	16.1149	-0.0006	0.0003	-0.0006
O	5.1755	0.5682	16.1233	-0.0002	-0.0007	-0.0008
O	8.1088	3.164	-7.8559	-0.0003	0	-0.0011
O	7.6183	-3.3671	18.7922	-0.0002	0.0004	-0.0002
O	5.6486	4.0805	-7.6071	-0.0007	0	-0.0001
O	0.1606	0.4624	19.1022	0.0002	-0.0003	-0.0007
O	4.9252	1.2747	20.4064	-0.0006	0.0003	0.0001
O	1.4162	5.3539	-3.2975	0.0004	-0.0006	0.002
O	-1.6475	0.9156	-1.3715	0.0004	0.0004	0.0011
O	4.0673	-4.0735	15.2626	0.0002	0	0
O	5.4356	2.7593	17.6158	-0.0001	-0.0001	-0.0005
O	6.0555	0.1862	-8.0965	0	0.0002	-0.0006
O	5.9112	-5.2396	-3.493	-0.0002	0.0009	0.0016
O	-1.4151	0.2384	-6.2983	0.0009	0.0011	-0.0004
O	-0.3363	4.4877	21.1105	0.0001	0.0002	-0.0006
O	1.5932	-4.3198	17.4955	-0.0008	0.0009	-0.0018
O	5.1053	-2.9269	-4.2907	0.0004	0.0007	-0.0004
O	1.2039	-1.8068	18.3222	-0.0001	0.0001	0.0003
O	-1.4638	1.4836	15.4818	-0.0002	0.0004	-0.0001
O	5.445	-0.1848	-0.1109	-0.0004	0.0004	-0.0011
O	2.0389	5.2081	20.4195	-0.0003	-0.0001	-0.0002
O	3.7589	0.7149	18.2304	-0.0002	0.0001	-0.0012
O	4.8881	-1.2661	-6.2743	0.0004	0.0008	-0.0002
O	7.1634	-4.075	-5.5816	-0.0001	-0.0004	0.0009
O	7.5234	-1.102	-1.3466	0	0.0005	0.0002
O	4.8166	2.1286	-3.9712	0	0.0011	0.0005
O	2.8259	-1.5835	-4.9211	-0.0002	0.0009	0.0003
O	3.1563	-3.3117	20.8158	0.0003	0.0004	-0.0007
O	0.8166	-4.8124	-8.0991	-0.0001	0.0001	-0.0008
O	0.7258	-0.4504	-3.97	0.0001	0.0003	0.0001
O	-0.1994	2.1432	-7.356	-0.0001	-0.0003	0.0001
O	6.7932	4.96	18.3845	-0.0004	-0.001	-0.0008
O	7.044	-0.1377	-5.6626	0.0004	0.0016	-0.0014
O	1.1533	-1.0667	-1.4428	0.0004	0.0001	0.0006
O	2.2592	2.953	-3.7096	0	0.0003	-0.0014
O	0.1986	0.8077	21.7116	-0.0002	0.0003	-0.0005
O	3.6712	3.4219	-5.8857	0.0001	0.0001	-0.0005
O	6.6842	3.1915	20.9901	-0.0002	0.0006	-0.0008
O	-0.8612	-4.0299	18.344	-0.0001	-0.0001	-0.0008
O	4.8349	-0.4573	-3.5771	0	0.0009	0.0004
O	7.499	-3.1742	-3.1583	-0.0008	0.0015	0.0001
O	6.6884	1.1048	-2.4172	0.0001	0.0008	0.0023
O	-1.5403	-3.8436	-7.178	-0.0001	0.0007	-0.0011
O	-2.0282	-2.0649	-5.3227	-0.0007	0.0003	-0.0016
O	6.7758	-1.3414	15.3857	-0.0001	-0.0001	-0.0001

Results
free energy: -127503.550 eV
free energy less fixed offsets of O -570.45, Si -639.56 eV per atom: -3.870 eV

The program warned: the cutoff lies below the one the program advises for these potential files; the forces do not sum to zero within the program's tolerance; empty levels may hold ghost states of the PAW files; the exchange-correlation potential is rough where the density is thin.
